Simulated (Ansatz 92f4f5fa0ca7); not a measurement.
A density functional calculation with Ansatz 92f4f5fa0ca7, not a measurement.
Periodic cell of 220 atoms, Si132O88, from a study of silicon, its oxide and their interface. The atomic structure is a simulated model.
Doubt: the cutoff is far below the 930 eV that the study's wrapper takes by default for these files, so forces and energies are approximate.
This geometry differs little from another in the collection (a relaxation step or a small displacement).

Settings: functional PBE; potential files Ansatz PAW; basis plane waves; wave-function cutoff 580 eV; density cutoff ratio 5; exchange-correlation grid ratio 1; k mesh 1 x 1 x 1, Gamma-centred; self-consistency stop 5e-08 eV per atom in the density residual; occupations fixed; spin none; net charge 0.

Cell vectors (angstrom)
a, 10.938, 0, 0
b, 0, 10.938, 0
c, 0, 0, 32.6843

Atoms and the computed forces on them: element, x, y, z (angstrom), force x, y, z (eV/angstrom)
Si, -0.1977, 0.0576, 25.4208, 0.0916, -0.0584, 0.1143
Si, 5.6596, -0.1992, 25.2902, -0.0441, 0.0188, 0.0696
Si, 2.5872, 3.018, 25.3766, 0.0066, -0.026, 0.0977
Si, 8.7039, 2.4371, 25.1052, -0.1547, -0.009, 0.0953
Si, 0.192, 5.0482, 25.0689, 0.0134, 0.0386, 0.0378
Si, 5.2416, 5.6645, 25.2525, -0.0106, 0.0194, 0.0081
Si, 3.0234, 7.9149, 25.1763, -0.0082, 0.0057, 0.0566
Si, 7.9857, 8.5744, 25.1269, 0.0185, 0.0137, 0.0455
Si, 1.4254, 1.3287, 26.5554, 0.0318, -0.0103, 0.0216
Si, 6.8819, 1.4552, 26.4146, 0.028, 0.0212, -0.0293
Si, 4.0913, 4.1995, 26.6846, -0.0034, -0.0045, -0.0009
Si, 9.6439, 4.0198, 26.5679, -0.0094, 0.0412, 0.0351
Si, 1.2978, 6.7987, 26.3576, -0.0087, 0.0332, 0.0076
Si, 6.9156, 6.8443, 26.4104, -0.0062, -0.0349, 0.0261
Si, 4.1147, 9.5103, 26.5707, -0.0132, 0.0208, 0.0214
Si, 9.4778, 9.555, 26.6823, 0.0089, -0.025, -0.001
Si, 2.764, -0.0358, 27.916, 0.0041, -0.0127, -0.0162
Si, 8.1415, 0.0708, 27.9295, -0.0229, -0.0269, 0.0055
Si, 0.0553, 2.6808, 27.9421, 0.0165, -0.0025, 0.0195
Si, 5.492, 2.7437, 27.8816, 0.0071, -0.003, 0.0151
Si, 2.6503, 5.5428, 27.9224, 0.0134, 0.0078, 0.009
Si, 8.2244, 5.453, 27.8471, 0.0145, -0.0149, -0.0114
Si, 0.0044, 8.1635, 27.8693, 0.0005, -0.0193, 0.0012
Si, 5.5315, 8.1559, 27.8926, 0.0055, 0.0141, -0.0013
Si, 4.1018, 1.3673, 29.2661, 0.2632, -0.079, -0.0926
Si, 9.5708, 1.3673, 29.2661, -0.0352, -0.0035, 0.3027
Si, 1.3673, 4.1018, 29.2661, -0.018, 0.0822, 0.2948
Si, 6.8362, 4.1018, 29.2661, 0.1534, 0.0863, -0.1616
Si, 4.1018, 6.8362, 29.2661, -0.0534, 0.1705, 0.0279
Si, 9.5708, 6.8362, 29.2661, 0.0808, -0.2716, -0.1716
Si, 1.3673, 9.5708, 29.2661, -0.064, -0.231, -0.1102
Si, 6.8362, 9.5708, 29.2661, -0.1675, 0.1372, 0.135
Si, 0, 0, 30.6333, -0.1238, -0.0466, -0.0226
Si, 5.469, 0, 30.6333, -0.0264, -0.1072, 0.0347
Si, 2.7345, 2.7345, 30.6333, 0.021, 0.1415, -0.0355
Si, 8.2035, 2.7345, 30.6333, 0.1202, 0.0529, 0.0187
Si, 0, 5.469, 30.6333, -0.0614, -0.1229, 0.0309
Si, 5.469, 5.469, 30.6333, -0.0937, -0.046, -0.0406
Si, 2.7345, 8.2035, 30.6333, 0.122, 0.0696, 0.03
Si, 8.2035, 8.2035, 30.6333, 0.0211, 0.1151, -0.0563
Si, 1.3673, 1.3673, 32.0006, 0.0371, -0.051, -0.0247
Si, 6.8362, 1.3673, 32.0006, -0.0016, -0.0185, -0.0439
Si, 4.1018, 4.1018, 32.0006, 0.0504, -0.0647, 0.0084
Si, 9.5708, 4.1018, 32.0006, -0.0412, 0.051, -0.0048
Si, 1.3673, 6.8362, 32.0006, -0.0041, -0.029, -0.0501
Si, 6.8362, 6.8362, 32.0006, 0.0062, 0.0034, -0.0319
Si, 4.1018, 9.5708, 32.0006, -0.0753, 0.1012, 0.0069
Si, 9.5708, 9.5708, 32.0006, 0.0537, -0.038, 0.0108
Si, 2.7345, 0, 0.6835, 0.0453, -0.0831, 0.0007
Si, 8.2035, 0, 0.6835, -0.0526, 0.0487, -0.0054
Si, 0, 2.7345, 0.6835, -0.0254, 0.0286, 0.0231
Si, 5.469, 2.7345, 0.6835, -0.0177, 0.0361, 0.0508
Si, 2.7345, 5.469, 0.6835, -0.0478, 0.0466, -0.0066
Si, 8.2035, 5.469, 0.6835, 0.0711, -0.0832, -0.0169
Si, 0, 8.2035, 0.6835, 0.0139, 0.0249, 0.0501
Si, 5.469, 8.2035, 0.6835, -0.0013, 0.0169, 0.0283
Si, 4.1018, 1.3673, 2.0507, -0.0853, -0.0454, -0.0216
Si, 9.5708, 1.3673, 2.0507, -0.0082, -0.1387, 0.0639
Si, 1.3673, 4.1018, 2.0507, 0.0619, 0.0075, 0.0472
Si, 6.8362, 4.1018, 2.0507, 0.0755, 0.1123, -0.0398
Si, 4.1018, 6.8362, 2.0507, -0.0489, -0.1169, 0.0607
Si, 9.5708, 6.8362, 2.0507, -0.165, -0.0862, -0.0513
Si, 1.3673, 9.5708, 2.0507, 0.0683, 0.157, -0.0792
Si, 6.8362, 9.5708, 2.0507, 0.1101, 0.0411, 0.0399
Si, 0, 0, 3.418, 0.3002, -0.0691, -0.5798
Si, 5.469, 0, 3.418, -0.0602, 0.1648, 0.2103
Si, 2.7345, 2.7345, 3.418, 0.0735, -0.0551, 0.0317
Si, 8.2035, 2.7345, 3.418, -0.3277, 0.2542, 0.1809
Si, 0, 5.469, 3.418, -0.1232, -0.0543, 0.1424
Si, 5.469, 5.469, 3.418, 0.1411, -0.1563, -0.0453
Si, 2.7345, 8.2035, 3.418, -0.1052, 0.2674, 0.0824
Si, 8.2035, 8.2035, 3.418, -0.0491, -0.2389, -0.3593
Si, 1.3178, 1.3868, 4.7672, -0.0038, 0.0065, -0.0108
Si, 6.8054, 1.3981, 4.8254, 0.0072, -0.0088, -0.0112
Si, 4.182, 4.0248, 4.7919, -0.002, -0.0098, -0.0049
Si, 9.5233, 4.1314, 4.8126, 0.0012, -0.0073, 0.0026
Si, 1.3661, 6.8405, 4.7807, -0.0005, -0.0036, 0.0044
Si, 6.775, 6.8988, 4.7794, -0.0008, -0.0008, -0.0029
Si, 4.0706, 9.6128, 4.8091, -0.0042, -0.0005, 0.0078
Si, 9.6748, 9.477, 4.689, -0.0088, 0.0012, -0.0034
Si, 2.668, 0.0355, 6.1609, 0.0204, 0.0058, 0.0123
Si, 8.3099, -0.059, 5.8906, -0.0015, -0.0134, -0.0045
Si, -0.0844, 2.7064, 6.1628, -0.0165, 0.0108, -0.0169
Si, 5.4281, 2.6659, 6.3956, 0.0142, 0.0251, 0.0028
Si, 2.8127, 5.4742, 6.013, -0.0143, 0.0103, -0.0096
Si, 8.1308, 5.5422, 6.1505, 0.0046, -0.0135, 0.0026
Si, 0.0016, 8.1643, 6.2139, 0.0077, 0.0141, 0.01
Si, 5.4123, 8.2677, 6.2096, 0.0043, 0.0297, -0.0214
Si, 3.5774, 1.6207, 7.673, 0.0055, -0.0406, -0.0688
Si, 9.7951, 0.9519, 7.3894, 0.0156, 0.0292, -0.0158
Si, 1.535, 3.9872, 7.2405, 0.0132, -0.023, 0.0232
Si, 6.5727, 4.4405, 7.527, -0.0058, -0.0156, -0.0667
Si, 4.2657, 6.631, 7.4855, 0.0007, 0.0017, 0.0002
Si, 9.205, 7.1688, 7.5041, 0.0262, -0.0152, -0.0503
Si, 1.1827, 9.7541, 7.5217, 0.0086, -0.0308, -0.0709
Si, 7.095, 9.5115, 7.2982, -0.0172, -0.02, 0.0099
O, 1.4396, 4.0162, 24.7411, -0.0336, 0.0284, -0.0305
O, 6.7376, 9.5983, 24.833, 0.0395, 0.0115, -0.0388
O, 2.5821, 2.9144, 7.9356, -0.029, 0.0456, 0.0112
O, 8.1172, 8.3508, 7.9303, -0.0141, 0.0292, 0.0258
O, 5.4108, 5.5388, 7.9462, -0.0192, 0.0038, 0.0261
O, 0.0492, -0.0543, 7.9498, -0.0106, -0.0045, 0.028
O, 4.146, 6.79, 24.7102, 0.014, -0.0284, -0.0327
O, 9.7021, 1.1667, 24.811, -0.0914, 0.0599, -0.0408
O, 1.8755, 9.1879, 8.9202, 0.024, -0.0211, 0.0502
O, 0.8287, 4.9286, 8.3633, -0.0069, -0.0008, 0.0214
O, 8.8829, 1.2611, 8.7301, -0.0137, -0.0097, 0.0028
O, 6.6083, 10.6676, 8.416, 0.025, 0.0294, 0.0168
O, 3.554, 0.8993, 9.1633, -0.019, -0.0125, 0.0802
O, 3.5837, 7.1771, 8.8797, -0.0104, 0.0094, 0.0139
O, 7.3335, 4.0697, 8.9512, 0.0116, -0.0072, 0.0601
O, 9.7542, 6.5587, 8.9337, 0.024, -0.026, 0.0355
O, 3.5273, 2.5301, 24.127, 0.0323, 0.0126, -0.0564
O, 5.0628, 0.3723, 23.8672, 0.0073, -0.0005, -0.0179
O, 8.6684, 3.0784, 23.5766, 0.0321, 0.058, -0.0932
O, 10.3727, 5.19, 23.582, -0.0467, -0.023, -0.0606
O, 8.6267, 8.3829, 23.6267, 0.0165, 0.0013, -0.0484
O, 2.4789, 8.5606, 23.7567, 0.0066, -0.0054, -0.0179
O, 5.8479, 4.8247, 23.9717, 0.0176, -0.0158, -0.047
O, 0.2961, 10.0159, 24.1944, -0.0336, -0.047, -0.074
Si, 4.019, 9.1806, 12.1751, -0.0163, -0.0011, -0.0077
Si, 13.5077, 3.8666, 13.7766, -0.0028, -0.0117, 0.0073
Si, 3.185, 0.75, 10.7535, -0.0016, -0.009, -0.0259
Si, 9.3088, 4.311, 22.6788, 0.0074, 0.0066, -0.0115
Si, 11.5018, -2.4984, 20.8449, -0.01, 0.003, -0.0002
Si, 12.2025, 1.3644, 14.9914, 0.0042, -0.0093, -0.0154
Si, 5.1941, 13.1612, 20.922, -0.0009, 0.0042, 0.0043
Si, 8.299, 10.5609, 17.6649, 0, 0.0009, 0.0016
Si, 3.3236, 10.1217, 15.1683, 0.0262, -0.0079, -0.0014
Si, 2.484, 8.0388, 17.1199, 0.0239, 0.0125, -0.0142
Si, 7.7916, 0.4922, 20.5476, 0.0011, -0.0049, -0.0091
Si, 7.1744, 12.5697, 13.6626, -0.0155, -0.0082, -0.0023
Si, 10.8934, 3.9468, 12.0431, -0.0048, -0.0049, -0.0286
Si, 2.4309, -3.0386, 9.7834, -0.0163, 0.001, -0.0022
Si, 7.5977, 11.4807, 9.4598, -0.0271, 0.0078, 0.0102
Si, -6.6399, 4.3309, 18.823, 0.0062, -0.0076, -0.0035
Si, 8.5536, -0.7265, 11.9934, 0.0022, -0.0048, -0.0151
Si, 0.2686, 0.8544, 12.0707, 0.0107, -0.0063, 0.0079
Si, 6.675, 8.5182, 13.5206, 0.0049, -0.0012, 0.0083
Si, 3.7685, 1.164, 23.2922, -0.0141, -0.0346, 0.0069
Si, 10.9512, -1.4279, 17.8887, -0.0039, 0.0044, 0.0026
Si, 6.9194, 3.4403, 10.3913, 0.0047, -0.0326, -0.0311
Si, 6.6364, 5.887, 15.3447, 0.0078, 0.0012, -0.0042
Si, 7.2452, 5.3549, 18.3753, 0.0093, 0.0029, 0.0075
Si, 3.5207, 5.2706, 16.2019, -0.0025, 0.0069, 0.0091
Si, 6.1691, 7.1712, 20.6342, 0.0102, -0.001, -0.0108
Si, -6.2045, 13.9867, 12.0782, -0.0069, -0.0198, 0.0102
Si, 9.3486, 3.2444, 19.8012, 0.0067, 0.0138, 0.0079
Si, 10.5188, 1.532, 17.5571, -0.0008, 0.0046, 0.0054
Si, 8.5747, 8.8021, 22.0369, 0.0153, -0.0078, 0.0049
Si, 6.392, 4.7632, 22.4394, 0.0131, -0.0006, 0.0261
Si, 11.0764, 5.8086, 9.5246, 0.0106, 0.0202, -0.0044
Si, -4.8321, 10.8339, 15.6253, -0.0156, 0.0095, -0.0022
Si, 1.6103, -1.0904, 23.2586, 0.0619, -0.0047, 0.0016
Si, 3.2453, 7.2196, 19.8957, -0.0038, 0.0065, -0.0061
Si, 8.3015, 4.1553, 13.1758, -0.0219, -0.0143, 0.0109
O, 1.8169, 7.32, 20.7744, 0.0073, -0.0017, 0.0065
O, 7.9989, -0.4624, 19.2513, -0.0028, 0.0029, 0.0058
O, 9.8591, 4.622, 13.1365, -0.0047, 0.002, 0.0044
O, 6.8682, -0.6446, 16.9479, -0.0058, 0.0036, -0.0118
O, -0.7893, -0.3863, 11.872, 0.005, 0.0104, -0.0011
O, 2.4306, 11.2198, 23.4484, 0.0174, 0.0056, 0.003
O, 3.9852, 1.5252, 21.7458, 0.014, 0.0137, -0.0289
O, 3.3565, 9.6713, 13.5941, 0.0001, 0.0112, 0.0467
O, 4.2188, 10.5346, 11.2828, 0.0046, -0.0069, 0.0036
O, 1.1891, 6.9049, 10.0899, -0.0126, -0.0187, -0.0197
O, 3.5532, 5.6272, 19.5387, 0.0043, -0.0049, 0.0058
O, 5.6912, 5.8821, 21.5163, 0.0033, 0.0131, -0.0023
O, 3.4467, 8.7651, 16.0432, -0.0286, 0.0052, 0.0067
O, 6.9816, 6.7155, 19.2642, 0.0005, -0.0056, -0.0013
O, 1.1952, 9.6781, 21.7051, -0.0111, -0.0058, -0.0421
O, 6.9041, 1.7952, 10.2431, 0.0074, 0.0198, -0.0097
O, 13.9067, -2.689, 18.651, -0.002, -0.0032, -0.0246
O, 13.3498, 13.3354, 14.4713, -0.0204, -0.0032, -0.0067
O, 4.3475, 2.9691, 19.7262, -0.0026, 0.0103, -0.0019
O, 2.6668, 6.4662, 16.8748, 0.0083, 0.0009, -0.0012
O, 7.2182, 8.1425, 21.4006, -0.0151, -0.0085, 0.0028
O, 9.9513, 3.8942, 21.2095, 0.0007, -0.0085, -0.0201
O, 9.415, 20.3449, 17.31, 0.0037, -0.0061, 0.0002
O, 6.817, 7.3397, 14.6253, -0.005, -0.005, 0
O, -2.3262, 1.8911, 20.3522, -0.0001, -0.003, 0.0091
O, 5.3867, 14.7719, 10.8072, -0.0037, 0.0045, 0.0039
O, 5.4201, 8.3627, 12.4557, 0.0116, -0.0031, -0.0019
O, 3.5266, 2.1217, 11.5393, 0.0182, 0.018, 0.0005
O, 7.2721, 15.8694, 14.169, 0.0104, -0.0018, -0.0107
O, 13.4579, 4.9296, 14.9797, 0.0017, 0, 0.0017
O, 0.3709, 11.1114, 18.054, 0.0012, 0.0002, 0.0034
O, 8.0088, 10.2761, 10.4675, -0.0046, 0.0027, 0.0058
O, -4.158, 12.2387, 15.1966, -0.0063, -0.0112, -0.0114
O, 6.2772, 9.7973, 14.4112, -0.0099, 0.0182, 0.005
O, 8.0891, 8.7879, 12.697, -0.0084, -0.0037, 0.0034
O, 4.0362, 4.0845, 13.1043, -0.0061, 0.0033, 0.0019
O, 10.6688, 13.2955, 11.641, 0.0117, 0.0119, 0.0006
O, 6.0525, 3.296, 21.8162, -0.0072, -0.01, -0.0056
O, 7.7854, 0.4033, 12.8371, -0.0148, 0.0405, 0.0294
O, -2.9667, 5.1849, 22.352, -0.0141, -0.0131, 0.0136
O, 10.4797, 2.7247, 18.7007, 0.0012, -0.0062, -0.006
O, 5.0433, 5.6218, 15.6652, -0.0087, -0.0002, 0.0025
O, 7.47, 5.7403, 16.7747, -0.0052, -0.0001, -0.004
O, 0.1643, -2.0735, 19.351, -0.0016, 0.0023, -0.0052
O, 3.5864, 4.1004, 17.3594, 0.0002, 0.0028, -0.0006
O, 1.6131, 0.4675, 11.1866, -0.0155, 0.0069, 0.0056
O, 5.868, 4.5299, 18.4775, -0.0091, 0.0016, 0.0054
O, 10.0038, -2.7969, 21.4967, 0.004, -0.0007, 0.0091
O, 4.6807, 7.8567, 20.4338, -0.0047, 0.0033, 0.0092
O, 0.4051, 0.9285, 13.6905, 0.0184, 0.0147, 0.0134
O, 1.9676, -0.0004, 15.5193, -0.008, 0.0148, -0.0102
O, 8.3977, 2.6666, 13.7924, -0.0215, 0.0214, -0.0064
O, 6.2233, 0.9896, 20.5757, 0.0055, -0.0038, 0.0097
O, 5.8629, 2.2081, 12.891, 0.0319, -0.0055, 0.0061
O, 8.4279, 4.3857, 19.0172, -0.0066, 0.0015, 0.0015
O, 0.9712, 8.6245, 16.9105, 0.0117, -0.0054, 0.001
O, 12.3769, 4.1578, 12.6581, 0.0031, -0.0062, 0.0069
O, 8.957, 1.0797, 17.259, 0.003, -0.0037, 0.0083
O, 11.2687, 2.0143, 16.1766, 0.0004, -0.0009, -0.0026
O, 3.0224, 8.256, 11.2641, 0.023, 0.0109, 0.0235
O, 10.6604, 4.7957, 10.6947, 0.0086, -0.0105, 0.014
O, 7.8431, 4.0521, 11.5927, 0.0108, 0.0094, 0.0318
O, 8.3643, -0.4905, 21.7655, -0.0026, 0.0124, 0.0065
O, 4.512, 11.0878, 15.7424, -0.005, -0.0413, -0.016

Results
free energy: -133961.640 eV
free energy less fixed offsets of O -568.88, Si -635.61 eV per atom: 0.320 eV

The program warned: the cutoff lies below the one the program advises for these potential files; the forces do not sum to zero within the program's tolerance; the exchange-correlation potential is rough where the density is thin.
